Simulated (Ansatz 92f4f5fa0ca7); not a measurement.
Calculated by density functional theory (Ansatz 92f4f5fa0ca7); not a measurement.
Periodic cell of 220 atoms, Si132O88, from a study of silicon, its oxide and their interface. The atomic structure is a simulated model.
This geometry differs little from another in the collection (a relaxation step or a small displacement).

Settings
functional: r2SCAN
potential files: Ansatz PAW
basis: plane waves
wave-function cutoff: 800 eV
density cutoff ratio: 5
exchange-correlation grid ratio: 1
k mesh: 1 x 1 x 1, shifted by 0.5 0.5 0 of a step
self-consistency stop: 1e-10 eV per atom in the density residual
occupations: fixed
spin: none
net charge: 0

Cell vectors (angstrom)
a	10.88	0	0
b	0	10.88	0
c	0	0	32.0278

Atoms: element, x, y, z (angstrom)
Si	-0.1392	-0.0562	0.2775
Si	2.3176	3.5402	-0.1166
Si	0.5507	5.1402	0.2378
Si	2.1697	8.7899	-0.1679
Si	5.895	-0.1546	-0.2904
Si	8.5992	2.1673	-0.1169
Si	5.4734	5.6268	-0.119
Si	7.8302	8.2421	-0.0377
Si	1.2524	1.2927	1.4792
Si	4.2023	4.1382	1.1524
Si	1.4277	6.9922	1.3192
Si	4.0343	9.7414	0.9886
Si	6.9404	1.2541	1.2758
Si	9.5422	4.0277	1.0854
Si	6.6762	6.8722	1.3924
Si	9.3738	9.3646	1.3509
Si	-0.0399	2.813	2.6629
Si	2.783	0.0316	2.6502
Si	-0.0438	8.135	2.6935
Si	2.8565	5.5765	2.5675
Si	5.4826	2.6734	2.5039
Si	8.1555	-0.0647	2.7317
Si	5.2916	8.3243	2.5583
Si	8.1455	5.4022	2.5038
Si	1.3995	4.1998	3.9082
Si	4.1245	1.4017	3.9628
Si	1.3665	9.5356	3.9658
Si	4.087	6.9083	3.9995
Si	6.7946	4.0617	3.8917
Si	9.5204	1.376	3.9976
Si	6.7123	9.5359	4.0078
Si	9.473	6.7375	3.9575
Si	0.0172	0.0291	5.3181
Si	2.7264	2.78	5.2573
Si	-0.0074	5.458	5.3288
Si	2.6811	8.1836	5.3684
Si	5.4146	0.0367	5.3742
Si	8.1284	2.7297	5.3208
Si	5.453	5.4661	5.2563
Si	8.111	8.1322	5.2874
Si	1.3711	1.4104	6.6369
Si	4.0665	4.132	6.6295
Si	1.3092	6.8291	6.7077
Si	4.047	9.5499	6.7102
Si	6.7836	1.3816	6.7143
Si	9.5093	4.0786	6.6738
Si	6.7798	6.7858	6.6572
Si	9.4963	9.5226	6.624
Si	-0.0021	2.7192	8.0194
Si	2.6766	0.0446	8.0283
Si	-0.0438	8.2077	8.0446
Si	2.6751	5.437	8.0142
Si	5.3974	2.7653	8.0172
Si	8.1599	-0.0145	8.0215
Si	5.4284	8.1488	8.0168
Si	8.1338	5.4533	8.0139
Si	1.3232	4.0802	9.4046
Si	4.0158	1.4135	9.3652
Si	1.3154	9.5857	9.4085
Si	4.0295	6.8033	9.3428
Si	6.778	4.095	9.3751
Si	9.5473	1.3298	9.3697
Si	6.8045	9.4934	9.3816
Si	9.457	6.8389	9.3655
Si	-0.022	0.0264	10.8485
Si	2.6417	2.6959	10.7978
Si	-0.0877	5.4685	10.6888
Si	2.6912	8.1834	10.6927
Si	5.3929	0.0124	10.62
Si	8.1733	2.6957	10.6684
Si	5.3596	5.4328	10.6978
Si	8.1497	8.1549	10.8142
Si	1.2953	1.394	12.2801
Si	4.0395	4.0542	12.0822
Si	1.2648	6.8478	11.9894
Si	4.0767	9.5634	12.0121
Si	6.7994	1.3045	11.9385
Si	9.4728	4.0796	12.0632
Si	6.7025	6.765	12.06
Si	9.5103	9.539	12.2252
Si	-0.1028	2.8482	13.6238
Si	2.7686	-0.0241	13.491
Si	0.1058	8.2262	13.5363
Si	2.6059	5.4653	13.2729
Si	5.4944	2.6468	13.3115
Si	8.0863	0.0731	13.4744
Si	5.4793	8.2614	13.3792
Si	7.8989	5.2363	13.3818
Si	1.1682	4.4705	14.8549
Si	4.4546	1.0826	14.6471
Si	1.7809	9.2169	14.8422
Si	3.8668	7.005	14.4238
Si	6.9999	3.595	14.8204
Si	8.9043	1.8879	14.7415
Si	6.6235	9.7332	14.8861
Si	9.9986	6.8148	15.0819
Si	5.5592	5.5786	16.6529
Si	9.482	11.9485	17.7114
Si	3.4466	6.1071	19.0792
Si	21.189	3.3577	21.8493
Si	14.6647	-9.8131	18.7956
Si	19.5432	3.4643	19.2077
Si	1.3166	0.0589	17.3571
Si	13.4967	13.418	16.7009
Si	9.3145	-5.4874	23.8329
Si	17.4196	0.0498	23.8616
Si	11.9381	18.0806	20.3126
Si	8.8346	-4.3863	19.5343
Si	7.9003	-3.1353	17.0166
Si	4.4639	4.3941	22.8688
Si	5.1618	10.866	21.0776
Si	5.5857	3.7148	27.2418
Si	16.1162	8.6664	25.3841
Si	9.8472	4.1059	28.4542
Si	-4.107	1.185	18.9655
Si	4.6426	7.8683	21.3731
Si	1.5196	4.9846	29.5706
Si	6.9572	6.2609	22.1461
Si	15.5519	2.0773	24.9466
Si	3.3197	6.9416	23.8997
Si	11.2133	7.5963	24.7168
Si	12.9857	4.49	20.9465
Si	19.261	3.5838	26.012
Si	9.6621	11.4515	23.2327
Si	9.1236	12.1842	27.6737
Si	-0.019	10.3181	25.9804
Si	3.5473	7.0641	29.8576
Si	6.7895	1.7254	29.4731
Si	11.6556	9.4191	22.4468
Si	5.7354	6.796	27.8416
Si	13.5931	-0.2992	24.8103
Si	7.8018	5.9893	29.9136
O	2.5915	6.0519	-2.9961
O	0.9526	-1.0257	-0.5394
O	2.0467	1.9648	0.1753
O	2.3439	3.76	-1.7554
O	0.5469	5.6502	-1.344
O	2.6582	8.3005	-1.6524
O	3.429	3.9596	-10.3161
O	5.7972	0.7213	-1.717
O	18.8951	-4.6265	-8.6517
O	9.7823	1.0606	-0.5385
O	7.7478	2.4906	-1.4865
O	4.2154	6.3843	-0.8601
O	6.5983	5.247	-1.2781
O	9.2161	4.5036	-4.993
O	8.377	7.2591	-1.257
O	2.0325	3.9397	16.1644
O	7.8871	6.2375	20.8236
O	3.8736	2.0351	15.8333
O	14.3981	5.3561	23.7667
O	2.8628	8.0353	15.2261
O	13.0241	-3.7261	19.0537
O	-0.8141	2.1002	22.8485
O	4.641	5.9863	15.4144
O	20.0363	3.2741	20.7296
O	8.6537	6.2668	14.3975
O	9.3863	1.1234	16.1122
O	12.3014	12.3353	16.5274
O	5.4961	10.8647	15.3199
O	9.4021	7.4897	16.4368
O	15.5536	7.3564	24.6548
O	2.6746	-0.0442	18.2836
O	4.4151	6.7498	20.226
O	16.9612	7.6209	22.0861
O	6.2596	4.1447	16.2403
O	12.1284	-1.1599	16.3091
O	7.2745	9.0678	16.2679
O	19.6461	5.0301	18.7797
O	6.5633	0.4424	20.3947
O	8.1812	-3.1882	18.6305
O	11.7925	14.2838	21.1603
O	17.6728	-4.2871	16.8094
O	16.3053	0.0972	22.6644
O	10.7649	11.034	18.1437
O	23.2839	-4.8958	21.328
O	8.0385	0.3279	23.2794
O	14.8631	0.9227	20.4146
O	6.0257	1.1627	24.9334
O	15.381	2.8474	26.3817
O	3.1517	13.3441	18.2417
O	-1.233	13.4726	18.2553
O	-7.522	1.1765	24.6293
O	8.7731	4.0564	24.5484
O	13.565	4.7183	19.4483
O	8.7198	-8.8568	26.2672
O	8.0636	11.3637	18.2667
O	0.0148	8.2659	23.2883
O	-0.3674	10.5476	22.1625
O	1.1775	8.6673	21.049
O	10.1561	-6.0927	22.5968
O	5.8498	5.0602	22.3049
O	11.0202	5.6006	15.465
O	26.454	9.3497	20.7412
O	14.7944	9.6455	25.4184
O	17.705	3.8528	26.2266
O	10.094	10.927	27.2924
O	-5.5506	0.9691	18.2172
O	-1.0579	2.4751	28.5807
O	-3.7059	2.7744	19.1074
O	0.5297	4.5127	28.3999
O	12.4398	10.69	25.9501
O	-3.6927	6.5644	28.5244
O	1.9389	7.2534	24.7029
O	10.3831	6.9003	19.8822
O	1.9995	10.0467	23.3985
O	10.2814	6.2759	24.7938
O	5.8777	7.9571	26.7035
O	6.4205	-1.3928	24.622
O	5.1573	5.2765	27.5202
O	15.3805	16.5902	17.8995
O	5.9903	2.8593	28.5866
O	15.5932	7.5239	28.8638
O	7.7684	0.8654	28.4704
O	8.9736	4.909	29.575
O	15.7553	14.0058	23.7451
O	10.1892	11.0139	24.6909
O	-0.0716	8.6796	25.8744
O	3.4448	7.7138	22.467
O	6.8352	9.4118	31.3653

Results
free energy: -134618.846 eV
free energy less fixed offsets of O -570.45, Si -639.56 eV per atom: 2.674 eV

Forces (eV/angstrom), in the order of the atoms: element, x, y, z
Si	-0.0539	0.0015	-0.2016
Si	0.0556	0.0054	-0.0653
Si	-0.0291	0.0041	-0.129
Si	-0.0279	-0.0923	-0.1785
Si	0.0319	0.033	-0.2077
Si	0.0237	0.0008	-0.3351
Si	-0.0081	0.0099	-0.2604
Si	0.0593	0.0035	-0.246
Si	0.1182	0.1042	-0.012
Si	-0.037	-0.0483	0.0245
Si	-0.0143	0.0127	-0.0848
Si	-0.0249	-0.0044	0.0148
Si	0.0274	-0.0044	0.0191
Si	0.005	0.0492	0.0584
Si	-0.0315	0.0539	0.0574
Si	-0.0235	-0.0227	0.0189
Si	-0.0487	0.0122	0.0581
Si	0.0498	-0.0131	-0.0113
Si	0.0051	-0.0271	0.0289
Si	0.0324	0.0046	0.051
Si	-0.0408	0.0276	-0.0192
Si	-0.0156	0.0021	0.0107
Si	-0.019	0.0038	0.0173
Si	0.0537	-0.0339	0.023
Si	0.0138	0.0021	-0.0231
Si	0.0023	-0.0153	0.0013
Si	-0.0345	0.0006	0.04
Si	-0.0108	-0.0299	-0.0029
Si	0.0057	0.0061	0.0161
Si	0.0183	0.0203	0.0178
Si	-0.0052	0.0045	0.0071
Si	-0.0004	-0.0023	0.0128
Si	-0.0072	-0.0125	0.0117
Si	-0.0133	0.0069	0.0259
Si	-0.005	-0.0203	0.0038
Si	0.0019	-0.0051	0.0048
Si	0.0146	0.0066	0.0001
Si	-0.005	-0.0338	0.0168
Si	-0.0056	0.0097	0.0119
Si	-0.0094	0.0092	0.0239
Si	0.018	0.0001	-0.0032
Si	0.0063	-0.0263	-0.006
Si	0.01	-0.0021	-0.0053
Si	-0.0056	-0.0026	0.0043
Si	0.0026	0.0198	-0.0122
Si	-0.0015	0.0228	-0.0055
Si	0.0019	0.0071	-0.0027
Si	0.0115	0.0013	-0.0004
Si	0.01	-0.0082	-0.0015
Si	-0.0078	0.0104	-0.004
Si	-0.018	0.0133	0.0078
Si	-0.0018	0.0034	0.0068
Si	-0.0003	0.0136	-0.005
Si	0.008	-0.0155	0.0054
Si	0.0068	0.0027	-0.0056
Si	0.0023	-0.0136	0.0026
Si	-0.0049	0.0221	-0.0096
Si	-0.0112	-0.0165	-0.015
Si	0.016	-0.0211	-0.0116
Si	-0.0066	-0.0092	-0.0038
Si	0.0138	-0.0198	-0.0105
Si	-0.0094	-0.0022	-0.0002
Si	-0.0106	-0.0003	-0.018
Si	0.011	0.0076	-0.0056
Si	-0.0116	0.0013	-0.0131
Si	0.0074	-0.0036	-0.0041
Si	-0.0237	-0.0108	-0.0029
Si	0.0129	0.0158	-0.0143
Si	0.0166	-0.021	-0.003
Si	0.0116	0.0273	-0.0037
Si	-0.0115	0.0101	-0.0108
Si	0.013	-0.0012	-0.0079
Si	-0.0248	0.0189	-0.0096
Si	0.0127	-0.0052	-0.0184
Si	-0.0132	0.0008	0.0233
Si	-0.0395	-0.0055	-0.0204
Si	0.0001	0.0236	0.023
Si	0.0313	-0.0383	-0.0305
Si	-0.0022	-0.0077	-0.0168
Si	-0.0016	0.0047	0.0068
Si	-0.0168	0.0011	-0.0219
Si	0.0211	-0.027	0.0104
Si	0.0238	-0.0044	-0.0402
Si	-0.0161	0.0249	0.0277
Si	0.0003	-0.0318	0.021
Si	0.0257	-0.0056	-0.0238
Si	0.0339	0.0078	0.0215
Si	0.0409	0.04	0.0613
Si	0.0174	0.0282	0.1541
Si	0.0004	0.0305	0.1128
Si	0.0322	-0.0077	0.187
Si	-0.0286	-0.0797	0.1897
Si	-0.0659	0.0057	0.0824
Si	0.0225	-0.0367	0.1144
Si	-0.0061	0.0002	0.2087
Si	-0.0231	-0.0209	0.1454
Si	-0.0228	0.0489	0.1743
Si	-0.0311	0.0173	0.1629
Si	-0.0296	0.0236	0.0987
Si	0.0268	0.0012	0.0494
Si	0.0473	-0.0212	0.0985
Si	-0.0069	0.0228	0.0964
Si	0.0172	0.0153	0.1512
Si	0.0013	-0.0304	0.1403
Si	0.001	0.0127	-0.0082
Si	0.0104	0.0014	0.0156
Si	0.0086	0.0029	0.0592
Si	0.013	-0.0181	0.1104
Si	0.0044	-0.0337	0.1709
Si	-0.0088	0.009	0.0227
Si	0	-0.0189	0.0472
Si	-0.0179	0.0133	-0.091
Si	-0.0127	0.0001	-0.048
Si	-0.0218	-0.0126	-0.1027
Si	-0.0251	-0.001	0.0791
Si	-0.0006	0.0013	0.049
Si	-0.0325	-0.0061	-0.1441
Si	-0.0136	0.0046	0.0361
Si	0.0073	-0.0187	-0.0371
Si	0.0103	-0.0099	0.0065
Si	0.01	-0.0014	-0.0234
Si	-0.0017	-0.0072	0.0476
Si	-0.0128	0.006	-0.0634
Si	-0.0003	-0.0049	-0.0028
Si	0.0192	-0.0099	-0.0994
Si	0.016	-0.0182	-0.067
Si	0.0377	0.0124	-0.2208
Si	-0.0054	0.029	-0.2287
Si	-0.003	0.0097	0.0288
Si	-0.0214	0.0405	-0.1049
Si	-0.0003	-0.002	-0.0204
Si	0.0259	-0.053	-0.1899
O	0.0053	-0.0037	0.0646
O	0.0232	0.0645	0.14
O	-0.0829	-0.0167	0.0051
O	0.0401	-0.0156	0.1184
O	-0.0223	0.0239	0.1084
O	0.0199	0.0398	0.1229
O	-0.0052	-0.0064	-0.0189
O	-0.0245	-0.0644	0.1642
O	-0.001	-0.0017	-0.0055
O	-0.0455	-0.0557	0.1499
O	0.0206	-0.0109	0.1911
O	0.0175	-0.0471	0.088
O	-0.0346	0.0517	0.1357
O	0.0112	0.0047	0.0535
O	-0.0516	0.0512	0.1464
O	-0.0123	0.0303	-0.0998
O	0.0073	-0.0102	-0.0385
O	0.0334	-0.0177	-0.1147
O	-0.0053	-0.0035	-0.0078
O	-0.0185	0.0323	-0.0628
O	-0.0101	0.0051	-0.0256
O	0.0037	0.0075	-0.0102
O	-0.0209	0.0494	-0.1511
O	-0.0156	-0.0084	-0.0413
O	0.0122	0.0234	-0.0287
O	-0.0183	0.0294	-0.1588
O	0.0097	0.0112	-0.0643
O	-0.0398	-0.0304	-0.0824
O	0.0301	-0.0004	-0.1347
O	0.004	-0.0041	0.0127
O	-0.029	0.0031	-0.0767
O	-0.0064	-0.0203	-0.0406
O	0.001	-0.0031	-0.0231
O	0.0539	-0.0425	-0.1084
O	-0.0104	-0.0375	-0.1607
O	-0.0153	0.0449	-0.1521
O	-0.0008	-0.0025	-0.0411
O	0.0037	0.0084	-0.0455
O	-0.0171	0.0117	-0.084
O	-0.0159	0.0066	-0.0326
O	-0.0063	-0.0045	-0.0643
O	0.008	0.0039	-0.0164
O	0.0094	0.0073	-0.0593
O	0.0067	0.0042	-0.0225
O	-0.0006	0.008	-0.0016
O	-0.0064	0.0104	-0.0391
O	-0.0075	0.0115	0.0193
O	0.0052	0.0213	0.0158
O	-0.0222	0.0027	-0.0725
O	0.0122	-0.0293	-0.0704
O	0.005	0.0012	0.011
O	-0.0064	-0.0009	0.0172
O	0.0278	-0.0038	-0.0359
O	0.0121	0.0036	0.038
O	0.0305	-0.002	-0.0716
O	-0.0018	0.0009	-0.0014
O	-0.0027	0.0003	-0.0133
O	-0.0027	-0.01	-0.0271
O	-0.0064	-0.0058	-0.0184
O	-0.0002	-0.0008	-0.0121
O	0.0213	-0.0059	-0.0723
O	-0.0032	0.0074	-0.0201
O	0.0004	0.0009	0.0029
O	-0.0025	-0.0212	0.0621
O	-0.0205	0.0066	0.0482
O	-0.0155	0.0188	-0.0422
O	-0.0137	0.0131	0.0457
O	0.0139	-0.0096	-0.0385
O	0.0566	0.001	0.1067
O	-0.0038	0.002	0.0233
O	0.0157	-0.0088	0.0876
O	-0.0125	0.0067	0.003
O	-0.0143	-0.0043	-0.0356
O	-0.0038	-0.0059	0.0035
O	-0.0015	-0.0032	0.0086
O	-0.0118	-0.0184	0.0756
O	-0.0021	-0.0064	-0.0056
O	0.0128	0.0174	0.0314
O	0.0484	-0.0068	-0.1343
O	0.0125	-0.0377	0.0853
O	-0.0313	-0.0784	0.1586
O	-0.0215	0.0332	0.0704
O	-0.0188	0.0414	0.0755
O	0.001	-0.0017	0.0018
O	0	0.0029	0.0108
O	-0.0056	-0.0016	0.0216
O	-0.0015	0.0063	-0.0151
O	0.0522	0.0008	0.1102

The program warned: the cutoff lies below the one the program advises for these potential files; the forces do not sum to zero within the program's tolerance; empty levels may hold ghost states of the PAW files; the exchange-correlation potential is rough where the density is thin.
